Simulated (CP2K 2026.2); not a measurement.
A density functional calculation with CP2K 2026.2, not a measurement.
Periodic cell of 504 atoms, Si360O144, from a study of silicon, its oxide and their interface. The atomic structure is a simulated model.
Doubt: the forces sum to 2.57 eV/angstrom along one axis rather than to zero, so they err by at least 0.0051 eV/angstrom per atom on average; the grid cutoff is modest.

Settings: functional PBE; method Gaussian and plane waves; basis set DZVP-MOLOPT-SR-GTH; pseudopotentials GTH-PBE; grid cutoff 300 Ry, relative cutoff 40 Ry; k points Gamma only; occupations fixed; spin none; net charge 0.

Cell vectors (angstrom)
a	16.32	0	0
b	0	16.32	0
c	-1.9714	2.8299	33.4018

Atoms and the computed forces on them: element, x, y, z (angstrom), force x, y, z (eV/angstrom)
Si	1.416	-1.579	0.206	-0.089	0.134	0.759
Si	3.705	1.474	0.002	0.383	-0.169	0.664
Si	1.626	3.875	0.11	-0.197	0.221	0.761
Si	4.337	6.709	0.159	-0.153	0.068	0.734
Si	1.114	-6.582	0.013	0.149	-0.263	0.761
Si	3.635	-3.784	-0.161	0.406	-0.242	0.736
Si	7.017	-1.482	0.151	-0.235	0.05	0.659
Si	9.543	0.968	0.052	-0.112	0.328	0.692
Si	6.525	4.451	-0.008	0.151	-0.317	0.749
Si	9.488	6.978	0.098	0.126	-0.248	0.685
Si	7.393	9.283	0.208	-0.333	0.067	0.726
Si	-6.987	-3.619	0.05	0.183	-0.321	0.726
Si	-4.457	-1.145	0.058	0.326	-0.112	0.702
Si	-1.603	1.668	0.092	0.129	-0.229	0.776
Si	-3.92	3.779	0.112	-0.138	0.174	0.802
Si	-1.748	7.022	-0.111	0.318	-0.226	0.664
Si	-3.812	-6.896	0.155	-0.276	0.114	0.701
Si	-1.23	-4.485	0.059	-0.129	0.298	0.739
Si	2.631	-0.011	1.45	0.003	-0.025	-0.031
Si	5.434	2.674	1.176	0.01	0.022	-0.058
Si	2.767	5.467	1.4	0.014	-0.002	-0.055
Si	5.575	8.259	1.362	0.048	0.002	-0.046
Si	2.692	-5.411	1.286	-0.018	-0.009	-0.039
Si	5.346	-2.743	1.186	-0.046	-0.01	-0.039
Si	8.158	-0.072	1.596	0.008	-0.014	-0.037
Si	-5.568	2.622	1.293	0.017	-0.015	-0.065
Si	8.2	5.432	1.333	0.002	0.029	-0.047
Si	-5.402	8.245	1.418	0.011	0.003	-0.037
Si	8.369	10.976	1.431	-0.009	0.042	-0.025
Si	-5.475	-2.634	1.533	-0.001	0	-0.072
Si	-2.757	-0.021	1.259	-0.002	0.034	-0.052
Si	-0.014	2.785	1.4	-0.012	0.012	-0.043
Si	-2.771	5.441	1.328	-0.004	-0.026	-0.052
Si	-0.041	8.075	1.22	-0.024	0.019	-0.045
Si	-2.675	-5.484	1.581	0.025	-0.002	-0.061
Si	-0.13	-2.828	1.367	0.011	-0.026	-0.053
Si	1.29	1.373	2.77	0.004	0.011	0.003
Si	4.122	4.028	2.68	0.045	-0.009	0.029
Si	1.333	6.804	2.668	-0.006	0.013	0.005
Si	4.106	9.577	2.646	-0.004	-0.017	0.001
Si	1.319	-4.119	2.723	0.002	-0.019	0.038
Si	4.08	-1.383	2.687	0.004	-0.023	0.014
Si	6.749	1.403	2.699	-0.04	0.011	0.004
Si	9.492	4.031	2.691	0.014	0.024	-0.005
Si	6.876	6.833	2.729	-0.007	-0.024	0.035
Si	9.634	9.605	2.829	-0.001	-0.018	0.025
Si	6.761	12.249	2.631	-0.002	0.042	-0.005
Si	-6.805	-1.369	2.956	0.011	0.002	0.014
Si	-4.138	1.314	2.676	-0.017	-0.024	0.046
Si	-1.367	4.155	2.729	-0.016	-0.004	0.034
Si	-4.089	6.798	2.731	0.008	-0.005	0.024
Si	-1.3	-6.917	2.783	0.027	-0.023	0.026
Si	-4.079	-4.053	2.79	-0.013	-0.004	0
Si	-1.432	-1.378	2.673	0.015	0.031	0.005
Si	-0.063	-0.026	4.065	-0.01	0.001	0.014
Si	2.723	2.719	4.07	0.011	0.024	0.001
Si	0.007	5.47	4.092	-0.007	0.01	0.012
Si	2.726	8.184	3.996	-0.002	0.015	0.008
Si	0.029	-5.5	4.112	-0.009	0.002	-0.006
Si	2.698	-2.729	4.052	-0.022	0.013	-0.022
Si	5.418	0.001	4.056	0.011	-0.009	-0.007
Si	8.127	2.726	4.079	0.015	-0.033	0.01
Si	5.477	5.431	4.04	-0.002	-0.012	-0.027
Si	8.208	8.2	4.095	-0.018	0.005	-0.002
Si	5.439	10.906	4.05	0.008	-0.001	-0.002
Si	8.079	-2.764	4.129	0.025	-0.016	-0.013
Si	-5.412	0.026	4.182	-0.001	-0.002	-0.001
Si	-2.755	2.721	4.021	-0.004	0.005	-0.04
Si	-5.465	5.416	4.051	-0.015	0.031	-0.004
Si	-2.71	8.105	4.126	0.004	0.021	-0.012
Si	-5.374	-5.403	4.198	0.012	0.004	0.032
Si	-2.726	-2.693	4.119	-0.002	-0.007	-0.003
Si	1.379	-1.363	16.306	0.004	0.014	-0.006
Si	4.06	1.367	16.304	0.001	0.002	-0.008
Si	1.357	4.08	16.363	0.013	0.005	0.002
Si	4.064	6.781	16.326	-0.019	0.009	-0.007
Si	1.376	-6.805	16.28	0	0.002	-0.01
Si	4.083	-4.095	16.314	-0.004	-0.009	-0.014
Si	6.83	-1.374	16.331	0.006	0.008	-0.007
Si	-6.784	1.356	16.354	-0.007	-0.009	-0.008
Si	6.817	4.085	16.358	0.001	-0.007	0.003
Si	-6.784	6.824	16.314	-0.006	0.003	-0.005
Si	6.78	9.535	16.341	0.008	-0.006	-0.006
Si	-6.843	-4.08	16.298	0.006	-0.007	-0.006
Si	-4.071	-1.315	16.312	0.002	0.007	-0.009
Si	-1.344	1.362	16.3	0.017	-0.009	-0.011
Si	-4.059	4.081	16.299	-0.003	-0.001	-0.001
Si	-1.363	6.801	16.336	-0.016	-0.002	-0.004
Si	-4.084	9.49	16.318	-0.002	0.002	-0.009
Si	-1.386	-4.088	16.266	-0.011	0.002	-0.005
Si	2.744	-0.013	17.68	0.005	-0.001	0.027
Si	5.41	2.713	17.671	0	0.003	-0.014
Si	2.727	5.435	17.736	0	-0.008	-0.004
Si	5.392	8.168	17.669	-0.011	0.009	0.011
Si	2.669	-5.417	17.661	0.021	0.007	0.007
Si	5.497	-2.785	17.664	-0.005	-0.021	-0.033
Si	8.187	-0.025	17.719	0.001	-0.008	0.025
Si	-5.384	2.722	17.679	0.011	0.015	-0.005
Si	8.189	5.491	17.684	-0.006	-0.004	0.02
Si	-5.44	8.155	17.721	0.019	0.002	-0.001
Si	8.134	10.899	17.715	-0.015	0.024	0.004
Si	-5.489	-2.674	17.589	-0.011	0.018	-0.008
Si	-2.686	0.036	17.691	-0.008	-0.019	0.003
Si	-0.006	2.688	17.697	-0.006	0.009	0.012
Si	-2.74	5.442	17.689	-0.002	0.001	0.02
Si	0.044	-8.157	17.652	-0.004	0.02	0.011
Si	-2.679	-5.498	17.637	-0.003	0.008	0.011
Si	-0.066	-2.69	17.601	-0.001	-0.002	-0.01
Si	1.35	1.304	19.059	-0.028	-0.03	-0.018
Si	4.077	4.042	19.09	-0.01	-0.002	-0.018
Si	1.362	6.828	19.072	0.013	-0.016	-0.001
Si	4.027	-6.768	19.019	0.013	-0.016	-0.022
Si	1.21	-4.068	18.953	-0.006	-0.03	-0.025
Si	4.145	-1.427	18.965	-0.027	0.03	-0.021
Si	6.756	1.337	19.005	-0.013	-0.018	-0.008
Si	-6.685	4.159	18.994	0.004	0.026	-0.011
Si	6.747	6.809	19.026	0.006	0.018	-0.033
Si	-6.851	9.512	19.05	0.01	-0.033	-0.01
Si	6.82	-4.071	19.154	0	0.013	0.004
Si	9.566	-1.383	19.106	0.001	-0.012	-0.035
Si	-4.012	1.394	19.08	-0.018	0.017	0
Si	-1.391	4.061	19.031	0.006	-0.033	-0.048
Si	-4.048	6.821	19.1	-0.006	-0.002	-0.006
Si	-1.267	-6.813	19.046	0.001	0.021	-0.008
Si	-4.116	-4.08	18.809	0.004	-0.017	-0.032
Si	-1.335	-1.336	19.046	0.021	0.024	-0.005
Si	-0.004	-0.027	20.514	0	0.016	0.088
Si	2.739	2.629	20.426	0.032	0.032	0.037
Si	0.014	5.391	20.348	-0.009	-0.011	0.065
Si	2.652	8.254	20.437	0.01	0.02	0.037
Si	-0.05	-5.365	20.484	-0.01	0.017	0.053
Si	2.592	-2.689	20.178	0.021	0.021	0.027
Si	5.517	-0.158	20.397	0.085	-0.022	0.018
Si	8.179	2.795	20.174	-0.004	0.009	0.03
Si	5.435	5.416	20.433	-0.024	-0.008	0.041
Si	8.041	8.212	20.419	-0.021	-0.001	0.042
Si	5.37	-5.432	20.435	-0.008	-0.024	0.063
Si	8.241	-2.765	20.561	0.019	-0.014	0.095
Si	-5.319	0.008	20.426	-0.008	-0.014	0.053
Si	-2.728	2.774	20.509	0.007	0.02	0.05
Si	-5.395	5.487	20.519	-0.022	-0.005	0.034
Si	-2.527	-8.239	20.413	0.009	-0.047	0.026
Si	-5.388	-5.419	20.223	0.004	-0.005	0.04
Si	-2.786	-2.766	20.174	-0.021	-0.004	0.04
Si	1.645	-1.212	21.747	-0.245	-0.071	-0.671
Si	3.9	0.949	21.609	0.021	0.152	-0.647
Si	1.139	3.827	21.661	0.253	0.085	-0.749
Si	4.233	7.045	21.648	-0.153	-0.193	-0.734
Si	1.522	-6.481	21.83	-0.15	-0.194	-0.652
Si	3.679	-4.207	21.504	0.128	-0.086	-0.648
Si	7.26	-1.015	21.84	-0.362	-0.381	-0.647
Si	-6.921	1.335	21.464	0.241	0.091	-0.667
Si	7.106	4.252	21.648	-0.287	-0.122	-0.673
Si	-7.148	6.606	21.663	0.277	0.093	-0.767
Si	6.419	-7.041	21.809	0.245	0.286	-0.748
Si	9.939	-3.949	21.748	-0.333	-0.172	-0.675
Si	-4.196	-1.673	21.655	0.148	0.333	-0.692
Si	-1.11	1.644	21.784	-0.176	-0.244	-0.731
Si	-3.799	4.372	21.923	-0.206	-0.132	-0.721
Si	-1.414	6.476	21.843	0.018	0.252	-0.659
Si	-3.781	-6.582	21.408	0.089	-0.056	-0.699
Si	-1.792	-4.249	21.658	0.319	0.08	-0.701
Si	-0.879	-5.695	-6.538	-0.044	0.025	-0.092
Si	-0.058	-8.11	24.103	0.097	-0.039	-0.097
Si	-7.575	3.802	-6.913	-0.069	0.056	-0.022
Si	6.336	-5.335	24.335	0.019	-0.138	-0.203
Si	-3.207	-5.091	-2.178	0.038	-0.063	0.229
Si	1.714	-6.986	-6.895	-0.029	0.075	0.021
Si	-4.954	8.024	-6.037	-0.148	0.092	-0.069
Si	6.994	-3.983	-4.327	-0.008	0.035	0.018
Si	6.787	3.296	-2.833	-0.076	0.128	0.021
Si	7.85	-1.106	-4.72	-0.083	-0.011	-0.017
Si	-1.896	-6.795	26.011	-0.089	-0.024	0.074
Si	-5.797	3.068	23.921	0.131	-0.04	-0.081
Si	-4.592	1.523	-4.901	0.034	0.143	-0.097
Si	3.592	1.817	-5.447	-0.051	-0.028	-0.001
Si	-1.453	-2.747	-6.649	-0.001	-0.014	-0.09
Si	0.074	0.174	-2.038	0.11	0.021	0.064
Si	1.538	0.454	25.938	-0.051	-0.105	-0.114
Si	6.326	7.655	-4.302	-0.065	-0.002	-0.105
Si	-2.272	-2.25	23.928	-0.093	-0.035	-0.179
Si	-6.609	3.552	-4.021	-0.02	-0.069	0.166
Si	-1.236	0.469	24.622	0.036	-0.005	-0.033
Si	-0.553	-0.671	-4.817	0.065	-0.025	0.068
Si	4.442	1.526	25.983	-0.075	-0.033	0.028
Si	1.418	-2.409	24.666	0.05	0.129	-0.12
Si	-7.418	-4.01	24.521	0.05	-0.076	0.017
Si	3.142	4.988	23.516	-0.018	0.097	-0.048
Si	7.325	0.569	-2.077	0.102	-0.075	0.268
Si	4.527	5.215	-3.844	-0.024	-0.034	-0.122
Si	1.738	5.235	-2.582	0.089	0.052	-0.014
Si	5.577	-1.328	26.06	0.027	-0.003	0.062
Si	-6.136	0.747	25.856	-0.065	0.071	-0.13
Si	5.231	2.871	23.496	0.068	-0.04	-0.043
Si	6.959	-6.376	-2.668	0.072	-0.013	-0.069
Si	-7.276	5.125	25.617	0.039	-0.129	-0.011
Si	3.576	4.492	-6.65	-0.08	0.095	-0.063
Si	-5.145	5.529	-2.169	0.097	0.036	0.081
Si	4.16	-3.462	24.196	-0.049	0.08	0.003
Si	-5.375	8.075	23.594	0.012	-0.057	-0.028
Si	-1.609	2.103	-5.686	-0.165	-0.038	0.044
Si	2.944	0.731	-2.825	0.039	-0.067	0.097
Si	-2.294	6.54	-3.087	-0.022	-0.026	0.195
Si	3.8	-7.052	-4.656	0.084	0.113	0.133
Si	-4.614	6.456	25.624	0.11	-0.066	-0.087
Si	-0.313	4.832	-4.835	-0.081	0.186	-0.022
Si	4.52	-4.851	-3.046	-0.104	0.083	0.09
Si	-5.116	-2.945	-2.277	-0.07	0.089	0.237
Si	2.543	-0.926	-5.131	0.08	0.103	0.103
Si	8.152	-1.222	24.745	-0.061	0.07	-0.12
Si	2.523	7.999	-2.079	-0.066	0.05	0.124
Si	-5.531	-1.244	-4.832	-0.001	-0.066	0.041
Si	5.798	2.788	-6.98	-0.004	0.084	-0.055
Si	-2.81	-7.048	-4.505	-0.127	0.021	0.019
Si	-7.73	6.798	-6.343	0.097	-0.098	0.109
Si	-4.775	-7.123	26.164	-0.017	-0.008	-0.122
Si	1.339	-1.366	5.415	0.01	-0.002	0.007
Si	4.061	1.346	5.431	0	0.013	0.003
Si	1.371	4.091	5.425	-0.002	-0.01	0.01
Si	4.079	6.799	5.368	-0.005	0.002	-0.001
Si	1.406	9.499	5.453	-0.007	-0.017	0.004
Si	4.071	12.25	5.423	-0.001	0.006	-0.001
Si	6.77	-1.343	5.453	-0.019	0.003	0.012
Si	9.5	1.387	5.464	-0.01	0.009	0.011
Si	6.801	4.093	5.446	0	0.013	0.006
Si	9.533	6.797	5.437	0.015	0.008	0.013
Si	6.796	9.536	5.422	0.005	-0.003	0.009
Si	9.489	12.232	5.486	-0.011	0.018	0.007
Si	-4.067	-1.354	5.507	-0.014	0.008	0.014
Si	-1.399	1.364	5.414	-0.009	-0.006	0.002
Si	-4.094	4.072	5.417	0.008	-0.003	0.005
Si	-1.348	6.782	5.486	0.004	-0.006	0.015
Si	-4.032	-6.814	5.489	0.018	-0.002	0.019
Si	-1.348	-4.095	5.43	-0.004	-0.015	0.004
Si	2.698	-0.007	6.788	-0.001	-0.001	0.003
Si	5.433	2.715	6.784	0	-0.005	-0.001
Si	2.732	5.455	6.774	-0.003	-0.006	-0.007
Si	5.431	8.155	6.762	0.001	0.003	-0.006
Si	2.741	10.878	6.805	0.008	-0.003	0.001
Si	5.414	-2.709	6.802	-0.007	0.006	0.003
Si	8.149	0.005	6.808	0.015	0	0.001
Si	10.869	2.741	6.811	-0.022	-0.005	-0.006
Si	8.163	5.45	6.804	-0.005	-0.001	0.001
Si	10.893	8.146	6.811	0.006	0	-0.007
Si	8.144	10.863	6.827	0.002	0.001	-0.001
Si	10.86	-2.715	6.827	-0.004	0.004	0.004
Si	-2.711	0.018	6.834	-0.009	-0.013	0
Si	-0.007	2.718	6.767	-0.003	0.007	-0.005
Si	-2.726	5.412	6.805	0.012	0.012	0.003
Si	0.022	8.158	6.813	0.001	0.001	0.009
Si	-2.692	-5.434	6.827	0.008	-0.019	0.013
Si	0.005	-2.731	6.793	-0.002	0.002	-0.007
Si	1.349	1.363	8.144	0	-0.006	-0.006
Si	4.081	4.084	8.141	0.002	-0.001	-0.006
Si	1.375	6.793	8.16	-0.001	0.01	-0.001
Si	4.094	9.511	8.154	-0.008	0.002	-0.004
Si	1.365	-4.085	8.158	0.003	0.008	-0.002
Si	4.059	-1.355	8.163	-0.001	-0.008	0
Si	6.79	1.368	8.162	0.003	0.004	-0.008
Si	9.516	4.096	8.174	0.017	0.01	0.002
Si	6.789	6.806	8.147	0.004	-0.004	-0.001
Si	9.52	9.502	8.168	-0.01	-0.011	-0.003
Si	6.784	-4.073	8.16	0.006	0.003	-0.002
Si	9.51	-1.347	8.176	-0.005	-0.002	0.002
Si	-4.092	1.371	8.17	0.003	0.002	0
Si	-1.356	4.064	8.156	-0.015	-0.012	-0.005
Si	-4.073	6.788	8.169	-0.007	0.004	-0.004
Si	-1.336	-6.799	8.175	0.014	0.017	0.001
Si	-4.083	-4.082	8.168	-0.005	-0.01	-0.013
Si	-1.346	-1.362	8.164	0	0.002	-0.005
Si	0.007	0.002	9.521	0.008	-0.005	0.004
Si	2.72	2.722	9.502	-0.005	0.011	-0.007
Si	0.006	5.433	9.51	0.008	-0.002	-0.003
Si	2.73	8.157	9.519	-0.001	0	0.002
Si	0.013	-5.439	9.533	-0.006	-0.012	0
Si	2.713	-2.721	9.523	-0.004	-0.002	-0.001
Si	5.432	0.004	9.517	-0.002	0	-0.002
Si	8.154	2.727	9.524	-0.001	-0.004	-0.003
Si	5.439	5.436	9.512	-0.005	-0.001	-0.007
Si	8.155	8.15	9.522	0.001	0.005	0.003
Si	5.442	-5.445	9.521	0.004	-0.001	-0.001
Si	8.147	-2.716	9.52	0.006	0.003	-0.001
Si	-5.446	0.009	9.531	-0.008	0.001	0.003
Si	-2.721	2.719	9.525	-0.003	-0.005	-0.003
Si	-5.439	5.445	9.535	0	0.004	0
Si	-2.712	8.157	9.519	0.005	-0.003	-0.006
Si	-5.443	-5.447	9.522	0.002	0.004	0.005
Si	-2.718	-2.717	9.52	-0.007	0.007	-0.002
Si	1.364	-1.354	10.886	0.005	0	0.005
Si	4.079	1.368	10.876	-0.004	-0.004	-0.001
Si	1.368	4.078	10.872	-0.003	-0.014	0
Si	4.085	6.794	10.878	0.003	-0.001	0
Si	1.369	9.513	10.884	0.005	0.012	0.007
Si	4.077	-4.085	10.874	-0.009	0.002	-0.003
Si	6.794	-1.353	10.881	0.001	-0.003	0
Si	9.513	1.369	10.887	0.007	0.002	0.004
Si	6.796	4.084	10.888	0	0.008	0
Si	9.514	6.797	10.891	-0.001	-0.003	0.003
Si	6.804	9.517	10.88	0.011	-0.003	-0.001
Si	9.513	-4.079	10.872	-0.014	0.009	-0.002
Si	-4.078	-1.357	10.88	0.001	-0.003	0.001
Si	-1.36	1.358	10.878	-0.009	-0.001	0.004
Si	-4.076	4.082	10.884	0.001	0.003	-0.002
Si	-1.353	6.795	10.872	-0.007	0.005	0
Si	-4.079	9.516	10.88	-0.006	-0.002	-0.003
Si	-1.36	-4.079	10.883	0.007	-0.006	-0.004
Si	2.728	0.008	12.243	0.005	0.003	0.005
Si	5.44	2.719	12.25	-0.001	-0.001	-0.001
Si	2.725	5.436	12.24	-0.001	0.004	0
Si	5.451	8.149	12.237	-0.004	0.011	0
Si	2.728	10.872	12.239	0.002	-0.004	0
Si	5.432	-2.719	12.229	-0.003	-0.006	-0.004
Si	8.156	0.006	12.247	0	0.001	0.001
Si	10.877	2.73	12.241	0	0	0
Si	8.156	5.439	12.257	0.005	-0.005	0.005
Si	10.879	8.159	12.243	-0.008	0.004	0.006
Si	8.159	10.882	12.237	0.008	0	0.002
Si	10.873	-2.718	12.23	-0.001	-0.009	-0.008
Si	-2.717	0.002	12.24	-0.003	-0.002	0.009
Si	0.005	2.722	12.228	0.007	0	0.004
Si	-2.71	5.438	12.237	-0.004	-0.005	-0.001
Si	0.001	8.153	12.237	-0.002	-0.01	0.002
Si	-2.725	-5.44	12.242	-0.003	0.005	0.001
Si	0.003	-2.719	12.238	-0.009	0.011	0.005
Si	1.361	1.37	13.593	-0.008	0	-0.004
Si	4.085	4.084	13.61	-0.007	-0.001	0.006
Si	1.354	6.787	13.599	0	0.007	0.006
Si	4.087	9.503	13.589	0.011	-0.006	-0.004
Si	1.372	-4.08	13.589	0.01	-0.009	-0.002
Si	4.092	-1.353	13.6	-0.005	-0.002	0.005
Si	6.802	1.361	13.62	0	-0.003	0.01
Si	9.515	4.075	13.615	0.005	0.002	0
Si	6.805	6.806	13.622	0.001	-0.003	0
Si	9.52	9.527	13.599	-0.005	0.01	0.008
Si	6.783	-4.083	13.584	-0.005	0.008	0.001
Si	9.526	-1.353	13.597	-0.001	-0.007	0.002
Si	-4.075	1.374	13.59	-0.006	0.001	-0.002
Si	-1.342	4.085	13.595	-0.004	-0.001	0.001
Si	-4.079	6.789	13.591	0.006	-0.003	-0.002
Si	-1.364	9.513	13.594	-0.009	0.004	0.001
Si	-4.1	-4.081	13.595	-0.009	0.016	-0.004
Si	-1.357	-1.361	13.598	0.006	-0.007	0.011
Si	0.015	-0.002	14.949	-0.001	0.005	-0.003
Si	2.706	2.736	14.962	-0.004	0.001	0.002
Si	0.003	5.436	14.982	0.002	-0.008	0.002
Si	2.727	8.14	14.942	0.008	0.003	-0.01
Si	0.006	-5.44	14.934	0.004	-0.001	0.003
Si	2.736	-2.721	14.951	0.008	-0.002	0.003
Si	5.448	-0.005	14.981	-0.001	-0.005	-0.004
Si	8.165	2.716	14.992	0.011	0	-0.004
Si	5.451	5.434	14.981	-0.004	0.004	0.008
Si	8.161	8.186	14.975	0.009	0.007	-0.001
Si	5.433	10.867	14.949	-0.017	-0.008	0.002
Si	8.147	-2.721	14.927	-0.005	-0.001	0.001
Si	-5.435	0.026	14.952	0.014	0.002	0.004
Si	-2.701	2.725	14.942	-0.004	-0.001	-0.005
Si	-5.44	5.44	14.959	0.001	-0.009	-0.001
Si	-2.723	8.141	14.953	-0.013	0.006	0.008
Si	-5.446	-5.444	14.973	0.001	0.003	-0.001
Si	-2.746	-2.71	14.94	-0.007	-0.009	0
O	-1.675	1.172	23.238	-0.298	0.017	0.177
O	1.77	-7.069	-1.4	0.213	0.121	-0.329
O	7.614	5.835	25.355	-0.277	0.082	-0.58
O	1.675	4.554	23.027	-0.389	0.334	0.339
O	-1.543	-3.378	23.019	0.439	-0.347	0.186
O	-2.95	-2.933	25.235	-0.145	-0.484	-0.06
O	1.117	4.437	-1.324	-0.535	-0.086	-0.058
O	6.449	-5.638	25.888	-0.021	0.614	0.177
O	7.672	-0.082	-3.5	-0.033	0.06	-0.249
O	0.953	-1.158	-5.117	-0.235	-0.331	0.134
O	-8.026	0.235	21.895	0.228	-0.077	0.136
O	-6.204	6.307	25.781	-0.319	0.39	0.267
O	4.197	3.949	22.881	-0.089	-0.061	-0.395
O	-4.63	0.01	-4.359	0.22	-0.349	0.392
O	-2.815	-5.453	22.107	-0.207	-0.188	0.214
O	2.77	-0.094	22.187	0.029	-0.265	0.142
O	7.364	-6.143	-1.146	0.157	0.437	0.033
O	2.902	3.072	-6.21	-0.537	0.121	-0.193
O	-4.341	6.904	24.093	0.548	-0.151	-0.222
O	2.858	1.358	25.645	-0.176	0.301	-0.513
O	-1.52	6.493	-1.646	0.208	-0.449	-0.363
O	-0.027	-5.491	-0.397	0.039	0.113	-0.258
O	8.134	5.429	22.12	-0.029	-0.108	0.241
O	-6.666	3.815	-5.596	0.507	-0.063	0.03
O	-4.579	4.334	-1.255	0.04	-0.245	-0.321
O	4.192	-3.093	22.618	0.236	0.828	0.078
O	-3.368	-1.424	23.044	0.104	0.585	0.139
O	-4.207	-1.985	-1.322	0.627	-0.141	-0.092
O	2.641	-5.318	22.184	0.166	0.197	0.304
O	-5.251	1.467	-6.391	-0.118	-0.668	-0.187
O	-6.401	2.147	22.76	-0.087	-0.112	0.042
O	-6.702	7.374	23.033	-0.38	0.345	0.068
O	-3.83	5.151	26.114	0.28	-0.432	-0.406
O	-0.925	1.179	-1.294	-0.012	-0.168	-0.468
O	-5.561	-0.024	-0.391	-0.013	0.017	-0.173
O	5.359	-6.166	-2.615	-0.356	-0.515	0.328
O	2.917	0.434	-5.951	-0.339	-0.074	-0.502
O	2.55	-2.591	-0.378	0.197	0.384	-0.234
O	-6.648	-4.621	23.225	0.25	-0.688	0.139
O	-5.752	-2.156	-3.52	-0.552	0.016	-0.08
O	0.796	7.868	25.458	-0.1	0.044	-0.035
O	-1.478	-7.542	24.635	-0.336	0.047	-0.34
O	5.018	-2.453	25.075	0.239	0.016	-0.094
O	-2.288	4.883	-6.817	0.145	-0.093	0.542
O	5.412	6.541	-3.579	-0.08	0.051	0.34
O	-2.756	2.733	-0.357	-0.094	-0.02	-0.429
O	6.673	3.388	22.986	0.431	-0.071	0.506
O	-1.195	-1.134	24.395	0.705	-0.012	0.177
O	3.128	-7.954	-3.508	-0.174	-0.187	-0.224
O	5.184	1.898	-5.775	0.365	-0.476	0.429
O	7.351	6.923	-5.314	0.012	-0.437	0.185
O	-3.43	-6.265	25.9	-0.045	0.816	-0.322
O	-4.829	-0.191	26.003	0.023	-0.373	-0.316
O	3.419	1.902	-3.838	0.018	0.546	0.227
O	-4.125	-6.025	-1.198	-0.295	0.239	-0.233
O	-3.06	2.063	-4.948	-0.005	-0.053	0.521
O	3.498	6.47	22.995	-0.072	0.364	0.475
O	-1.566	5.458	-4.031	-0.32	-0.186	-0.002
O	-2.092	-4.273	-1.316	-0.101	0.27	-0.023
O	-8.024	8.017	-0.297	-0.281	0.03	-0.197
O	-5.358	-2.727	22.078	-0.323	-0.135	0.343
O	6.613	-0.55	-1.139	-0.743	0.067	0.02
O	-7.074	-4.775	25.901	0.323	-0.234	-0.186
O	7.132	4.101	-1.473	0.615	0.324	-0.17
O	5.382	5.566	-0.356	-0.181	0.265	-0.571
O	7.197	-1.392	26.049	0.12	-0.258	0.618
O	0.993	4.749	-3.899	0.087	-0.305	-0.19
O	3.092	-0.699	-3.61	0.467	-0.385	0.137
O	-4.455	3.768	23.31	0.115	0.214	0.135
O	5.316	-7.579	-4.981	-0.02	0.145	-0.668
O	3.757	5.373	-5.287	-0.207	0.062	-0.013
O	3.019	-7.26	-6.028	0.178	-0.154	-0.225
O	0.19	5.723	-6.101	0.151	0.13	-0.22
O	-0.512	6.985	23.122	0.139	-0.287	0.133
O	2.698	2.718	-0.288	0.155	-0.083	-0.16
O	-6.022	6.534	-1.249	0.181	0.071	-0.232
O	-6.22	-3.751	-1.39	-0.115	-0.283	-0.341
O	7.145	-1.267	23.458	-0.541	-0.315	0.534
O	5.122	4.253	-7.077	0.424	0.486	-0.023
O	-2.58	5.412	22.322	-0.1	0.124	0.47
O	1.364	0.997	-2.559	-0.139	0.423	-0.237
O	8.089	-2.621	-0.332	-0.116	-0.15	-0.424
O	-7.681	1.182	-1.309	-0.038	0.111	-0.248
O	-6.317	7.225	-5.636	0.173	-0.112	0.243
O	5.127	2.706	25.096	0.287	0.266	0.401
O	6.826	-6.468	23.289	0.189	-0.066	0.261
O	0.595	-0.977	-1.052	-0.138	-0.395	0.098
O	-0.949	-4.157	-6.073	0.303	0.062	0.514
O	-2.036	-6.581	-5.85	0.112	0.004	-0.195
O	-4.392	-7.257	-4.91	-0.509	0.372	0.251
O	0.838	-7.081	23.203	-0.235	-0.099	0.179
O	5.608	3.995	-3.707	-0.091	-0.24	-0.273
O	3.861	-4.273	-1.704	-0.16	-0.068	-0.259
O	-2.56	-5.944	-3.365	0.485	0.164	-0.06
O	7.371	2.973	-6.782	0.21	-0.538	0.299
O	5.156	0.144	25.575	0.149	0.038	-0.268
O	-7.262	0.115	24.877	-0.231	0.19	-0.508
O	-8.123	3.167	-3.613	-0.063	-0.539	-0.292
O	-0.752	-0.519	-3.229	-0.394	-0.384	0.063
O	-0.793	0.745	-5.528	0.319	0.102	-0.281
O	-7.011	-0.831	-5.356	-0.129	0.408	-0.801
O	-4.666	-7.344	22.512	-0.36	0.043	0.209
O	3.811	0.729	-1.462	0.315	-0.517	-0.292
O	1.461	6.805	-2.292	-0.445	0.099	-0.182
O	-1.612	-1.738	-5.397	-0.242	0.09	0.481
O	3.201	-2.198	-5.875	0.128	-0.461	0.479
O	-5.486	2.398	-3.861	0.131	-0.187	0.293
O	-3.746	6.947	-6.097	0.212	-0.395	0.334
O	-7.097	-2.436	24.68	0.871	0.068	0.071
O	5.509	-3.756	-3.707	-0.433	0.517	-0.151
O	0.034	2.745	22.162	0.149	0.097	0.476
O	-0.868	-5.57	26.072	0.017	-0.239	-0.162
O	1.187	-1.964	23.121	-0.485	0.104	-0.113
O	1.774	-1.107	25.576	0.073	-0.012	0.5
O	-2.36	0.765	25.737	-0.038	0.378	0.039
O	3.323	4.864	25.091	-0.143	-0.56	0.129
O	-2.16	7.941	-3.868	0.515	-0.005	-0.234
O	4.782	-4.954	24.164	-0.43	-0.445	-0.111
O	-6.858	4.202	24.366	-0.42	0.202	-0.196
O	2.654	-3.446	24.74	-0.181	-0.394	0.464
O	3.707	7.501	-1.106	0.035	0.544	-0.276
O	-5.576	2.14	25.228	0.452	0.135	0.503
O	7.327	-4.08	24.133	-0.2	0.399	-0.248
O	5.354	8.102	22.176	-0.008	0.019	0.373
O	3.348	5.021	-2.744	0.085	-0.171	0.201
O	-0.687	3.303	-5.167	0.25	-0.307	-0.136
O	-6.139	4.888	-3.26	-0.565	0.363	0.059
O	-4.784	-1.948	-6.067	-0.123	-0.329	0.22
O	0.243	0.956	25.084	0.103	0.307	-0.45
O	4.788	1.45	22.885	0.339	-0.244	0.356
O	0.17	-3.257	25.237	-0.439	-0.094	-0.26
O	6.934	-4.411	-5.878	-0.08	-0.245	0.018
O	7.808	-2.619	-4.149	0.175	-0.072	0.13
O	-3.883	6.259	-2.867	-0.304	0.457	-0.334
O	-7.815	5.38	-7.135	-0.431	0.049	-0.598
O	-4.146	-4.037	-2.928	-0.09	-0.112	-0.746
O	3.593	-5.483	-4.218	-0.415	0.303	-0.294
O	7.241	-7.86	-3.227	0.627	-0.385	0.053
O	6.698	-0.951	-5.858	-0.479	0.312	0.397
O	-2.8	-8.071	-0.349	0.095	-0.19	-0.484
O	0.571	-6.221	-6.054	-0.014	0.069	0.752
O	-5.701	-7.278	24.845	-0.587	0.398	0.034
O	7.677	-5.223	-3.541	0.494	0.016	0.097
O	6.327	1.805	-2.388	-0.758	-0.22	-0.313

Results
total energy: -101653.251 eV
total energy less fixed offsets of O -438.25, Si -107.07 eV per atom: -0.051 eV
